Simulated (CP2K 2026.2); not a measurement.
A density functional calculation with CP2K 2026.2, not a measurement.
Periodic cell of 534 atoms, Si358O176, from a study of silicon, its oxide and their interface. The atomic structure is a simulated model.
Doubt: the forces sum to 3.29 eV/angstrom along one axis rather than to zero, so they err by at least 0.0062 eV/angstrom per atom on average; the grid cutoff is modest.

Settings: functional PBE; method Gaussian and plane waves; basis set DZVP-MOLOPT-SR-GTH; pseudopotentials GTH-PBE; grid cutoff 350 Ry, relative cutoff 50 Ry; k points Gamma only; occupations fixed; spin none; net charge 0.

Cell vectors (angstrom)
a	16.32	0	0
b	0	16.32	0
c	-0.1974	-0.1898	35.2729

Atoms and the computed forces on them: element, x, y, z (angstrom), force x, y, z (eV/angstrom)
Si	16.309	15.956	0.024	0.248	-0.24	0.68
Si	2.965	1.814	35.09	-0.112	0.161	0.728
Si	-0.177	5.155	35.245	-0.097	0.251	0.699
Si	2.094	8.749	35.213	0.119	-0.41	0.807
Si	16.217	10.84	0.433	0.021	0.01	0.541
Si	2.941	12.844	35.196	-0.193	0.152	0.772
Si	5.435	16.238	0.281	-0.036	-0.089	0.544
Si	7.974	2.606	0.023	0.235	-0.155	0.656
Si	4.578	5.528	34.527	0.163	-0.05	0.964
Si	7.329	8.438	35.212	-0.049	-0.157	0.762
Si	5.407	10.919	0.268	0.028	0.078	0.532
Si	7.635	14.117	35.149	0.054	-0.22	0.734
Si	10.969	0.026	0.08	-0.02	-0.001	0.639
Si	13.026	2.926	35.257	0.166	-0.222	0.789
Si	10.922	5.195	0.215	0.005	0.013	0.596
Si	13.01	8.148	35.25	0.24	-0.177	0.707
Si	11.016	10.579	0.285	-0.167	-0.046	0.693
Si	13.597	12.546	35.202	-0.089	0.404	0.71
Si	1.48	1.036	1.231	-0.016	0.059	-0.008
Si	3.941	4.027	0.899	-0.056	0.025	-0.019
Si	1.333	6.955	1.086	0.019	0.022	-0.038
Si	3.932	9.609	1.51	-0.005	-0.006	-0.067
Si	1.422	12.243	1.446	0.049	0.023	-0.039
Si	4.048	14.733	1.358	-0.027	-0.002	-0.056
Si	6.702	1.384	1.541	0.046	-0.088	-0.041
Si	9.464	3.845	1.388	-0.039	-0.008	-0.039
Si	6.4	6.82	0.963	-0.011	-0.112	-0.072
Si	9.282	9.47	1.333	-0.016	-0.01	-0.003
Si	6.901	12.429	1.221	0.022	0.011	-0.065
Si	9.37	15.211	1.409	0.042	-0.018	-0.033
Si	12.365	1.346	1.369	0.061	0.046	-0.006
Si	14.91	4.074	1.33	0.018	0.014	-0.008
Si	12.159	6.767	1.393	0.007	-0.011	-0.003
Si	14.79	9.363	1.467	-0.077	-0.034	-0.029
Si	12.229	12.072	1.565	-0.032	0.017	-0.039
Si	14.821	14.621	1.198	-0.044	-0.033	-0.032
Si	0.024	2.554	2.504	0.011	-0.002	-0.012
Si	2.725	16.132	2.737	-0.037	-0.055	0.02
Si	16.274	8.051	2.689	-0.015	0.002	0.01
Si	2.636	5.41	2.407	0.032	0	0.024
Si	16.281	13.552	2.722	-0.02	0.037	-0.007
Si	2.651	10.913	2.907	0.005	0.02	0.044
Si	5.273	2.863	2.594	0.001	0.025	0.022
Si	8.086	0.087	2.903	-0.018	-0.007	0.037
Si	5.278	8.069	2.634	0.025	0.025	0.003
Si	7.95	5.416	2.434	-0.03	0.01	0.005
Si	5.481	13.545	2.744	0.009	-0.017	0.041
Si	8.117	10.978	2.666	-0.025	0.01	0.012
Si	10.882	2.592	2.76	-0.032	-0.041	0.033
Si	13.65	16.17	2.624	0.013	-0.023	0.035
Si	10.705	8.103	2.685	0.028	0.017	0.017
Si	13.579	5.428	2.732	0.011	0.026	0.018
Si	10.79	13.645	2.63	-0.013	0.02	-0.011
Si	13.552	10.747	2.911	0.012	-0.029	0.03
Si	1.31	4.022	3.864	-0.001	0.021	-0.006
Si	4.029	1.348	3.976	-0.021	0.024	-0.02
Si	1.257	9.456	4.094	0.011	-0.017	-0.013
Si	3.956	6.686	3.966	-0.04	-0.025	-0.024
Si	1.291	14.904	4.114	0.013	-0.013	-0.003
Si	4.099	12.231	4.154	-0.026	0.051	0
Si	6.686	4.125	3.97	0.07	-0.002	0.012
Si	9.512	1.364	4.197	-0.005	0.024	0.019
Si	6.706	9.505	3.942	-0.004	0.023	-0.036
Si	9.342	6.696	3.947	-0.026	-0.01	-0.008
Si	6.737	14.952	4.139	0.003	-0.008	0
Si	9.489	12.26	4.057	-0.018	0.03	-0.001
Si	12.201	4.039	4.051	0.039	-0.033	0
Si	14.994	1.253	3.964	0.007	0.001	0.025
Si	12.088	9.413	4.122	-0.003	-0.002	-0.003
Si	14.937	6.737	4.097	-0.026	0.002	0.024
Si	12.187	14.94	4.017	0.025	0.012	0.001
Si	14.964	12.163	4.122	0.014	-0.004	-0.012
Si	16.251	16.256	10.858	0	0.001	0.007
Si	2.651	2.695	10.858	0.004	0.008	0.007
Si	16.254	5.402	10.847	0.012	-0.019	0.001
Si	2.645	8.114	10.851	-0.004	-0.008	-0.004
Si	16.246	10.807	10.857	0.002	0.004	0.003
Si	2.646	13.541	10.852	0.005	-0.007	-0.001
Si	5.382	-0.035	10.845	-0.009	-0.007	-0.003
Si	8.109	2.703	10.824	0.006	-0.003	-0.016
Si	5.373	5.42	10.853	-0.001	0.004	0.003
Si	8.095	8.13	10.87	0.007	0.023	0.003
Si	5.377	10.845	10.856	0.007	0.006	0.001
Si	8.097	13.545	10.834	-0.004	0.006	-0.007
Si	10.828	-0.058	10.836	0.012	-0.007	-0.002
Si	13.538	2.674	10.835	-0.016	-0.013	0
Si	10.828	5.41	10.842	0.005	0.007	-0.009
Si	13.541	8.104	10.849	-0.011	-0.014	-0.003
Si	10.818	10.815	10.869	-0.015	0	0
Si	13.535	13.533	10.873	0.006	0.018	0.009
Si	1.29	1.309	12.191	-0.001	-0.017	-0.012
Si	3.991	4.087	12.211	0.015	-0.017	-0.003
Si	1.278	6.772	12.222	0.003	0.02	0.007
Si	3.992	9.497	12.202	0.005	0.008	-0.017
Si	1.274	12.173	12.217	0.004	-0.001	0.001
Si	4.021	14.908	12.194	0.005	0.02	0.004
Si	6.745	1.349	12.183	0.012	0.008	0.004
Si	9.477	4.045	12.2	-0.007	0.001	0.012
Si	6.725	6.782	12.222	-0.011	-0.021	0.004
Si	9.457	9.479	12.247	0	-0.001	0.014
Si	6.753	12.186	12.217	0.007	0.004	0.003
Si	9.479	14.88	12.184	-0.017	0.006	-0.002
Si	12.2	1.289	12.19	-0.005	0.004	0.004
Si	14.88	4.052	12.194	-0.001	-0.005	-0.001
Si	12.177	6.769	12.225	0.014	0.01	0.004
Si	14.907	9.438	12.242	0.001	0.008	-0.001
Si	12.185	12.155	12.236	-0.021	-0.021	0.002
Si	14.896	14.892	12.23	0.008	0.009	0.011
Si	16.226	2.665	13.52	0.017	-0.002	-0.001
Si	2.649	-0.053	13.543	-0.007	0.016	0
Si	-0.062	8.09	13.649	0.019	-0.01	0.009
Si	2.647	5.457	13.597	-0.002	-0.019	0.005
Si	16.238	13.518	13.598	-0.01	-0.012	0.01
Si	2.601	10.798	13.592	0.012	0.003	0.004
Si	5.367	2.726	13.531	-0.016	0.001	-0.006
Si	8.129	-0.04	13.489	0.008	0.002	-0.012
Si	5.365	8.176	13.566	-0.011	0.021	-0.006
Si	8.11	5.417	13.551	0.016	0.017	0.008
Si	5.364	13.528	13.554	-0.001	0.001	0.005
Si	8.117	10.853	13.618	-0.015	-0.004	0.002
Si	10.871	2.673	13.533	0.004	-0.018	-0.012
Si	13.527	16.241	13.585	-0.019	-0.007	0
Si	10.827	8.127	13.608	-0.012	0.004	-0.009
Si	13.559	5.431	13.585	-0.033	0.012	0.002
Si	10.803	13.5	13.584	0.005	0.018	0.012
Si	13.54	10.782	13.604	0.014	-0.001	0.017
Si	1.228	4.059	14.858	-0.003	0.017	-0.01
Si	3.991	1.363	14.858	-0.003	-0.021	-0.03
Si	1.284	9.445	15.044	0.025	0	0.001
Si	3.986	6.887	14.954	-0.007	0.023	0.006
Si	1.3	14.897	14.915	0.037	0.011	-0.019
Si	3.963	12.17	14.907	-0.005	0	-0.004
Si	6.715	4.097	14.896	-0.022	-0.009	0.01
Si	9.517	1.287	14.847	0.021	0.001	0.002
Si	6.722	9.515	14.956	-0.015	-0.003	0.011
Si	9.46	6.759	14.942	-0.006	0.006	-0.003
Si	6.774	14.916	14.824	0.011	0.017	-0.005
Si	9.49	12.161	15.033	0.022	-0.02	0.036
Si	12.228	4.034	14.906	0.008	-0.013	-0.016
Si	14.894	1.31	14.911	-0.01	-0.001	0.018
Si	12.2	9.443	15.018	-0.035	-0.018	0.002
Si	14.885	6.754	15.04	0.004	-0.004	0.012
Si	12.173	14.837	14.932	0.012	0.01	-0.014
Si	14.891	12.127	14.975	0.024	0.014	0.008
Si	-0.063	-0.056	16.247	0.008	-0.004	0.017
Si	2.603	2.748	16.178	0.01	-0.05	0.01
Si	-0.076	5.326	16.352	0.006	-0.018	-0.022
Si	2.655	8.148	16.494	0.018	-0.007	0.065
Si	16.198	10.765	16.401	-0.004	-0.006	0.025
Si	2.614	13.506	16.29	-0.007	-0.008	0.013
Si	5.384	-0.041	16.106	-0.015	0.023	-0.035
Si	8.104	2.646	16.114	0.04	-0.019	-0.016
Si	5.41	5.579	16.242	0.031	0.001	-0.021
Si	8.117	8.164	16.291	0.025	-0.014	-0.01
Si	5.295	10.842	16.301	-0.006	0.002	-0.008
Si	8.095	13.613	16.27	-0.011	0.008	0.034
Si	10.848	-0.081	16.253	-0.016	-0.027	0.017
Si	13.608	2.715	16.299	-0.008	0.042	-0.012
Si	10.836	5.353	16.245	-0.023	0.038	-0.007
Si	13.513	8.09	16.455	0.013	-0.016	0.024
Si	10.904	10.799	16.446	-0.006	0.013	-0.001
Si	13.498	13.451	16.324	-0.025	-0.011	-0.003
Si	1.286	1.367	17.559	0.002	0.014	-0.049
Si	3.911	4.259	17.412	-0.029	0.044	-0.048
Si	1.236	6.657	17.752	0.038	-0.002	-0.026
Si	4.041	9.589	17.884	0.017	0.007	-0.004
Si	1.241	12.153	17.711	-0.01	0.01	-0.039
Si	4.06	14.935	17.465	0.018	-0.001	-0.015
Si	6.74	1.302	17.426	0.015	-0.002	-0.034
Si	9.407	3.988	17.488	-0.005	-0.021	-0.032
Si	6.764	6.9	17.713	-0.029	0.02	-0.022
Si	9.506	9.397	17.729	0.002	-0.016	0
Si	6.6	12.313	17.549	-0.004	0.032	-0.022
Si	9.482	14.935	17.665	0.03	0.02	-0.013
Si	12.245	1.309	17.541	-0.007	0.042	0.006
Si	14.972	3.957	17.824	-0.019	-0.041	0.006
Si	12.186	6.572	17.73	0.029	-0.035	-0.017
Si	14.838	9.472	17.896	-0.011	0.032	0.011
Si	12.282	12.128	17.901	-0.01	-0.034	0.03
Si	14.881	14.853	17.554	0.033	0.027	-0.022
Si	0.06	2.568	19.19	0.015	0.039	0.096
Si	2.721	-0.012	18.742	-0.008	-0.004	0.026
Si	16.1	7.9	19.128	-0.02	-0.028	0.017
Si	2.702	5.38	19.109	-0.002	0.032	0.034
Si	16.171	13.546	19.003	0.004	-0.024	0.062
Si	2.548	10.942	19.249	0.006	-0.053	0.054
Si	5.365	2.862	18.441	0.015	0	-0.065
Si	7.986	-0.01	18.914	-0.007	0.023	0.018
Si	5.535	8.267	19.264	0.003	0.006	0.049
Si	8.137	5.391	18.87	-0.01	0.02	0.047
Si	5.274	13.678	19.005	0.056	-0.035	0.021
Si	8.085	11.009	18.74	0.034	0.008	0.02
Si	10.717	2.569	18.792	-0.031	-0.015	-0.014
Si	13.695	0.002	18.879	-0.012	0.008	0.067
Si	10.804	7.858	19.121	-0.031	0.019	-0.064
Si	13.505	5.177	19.214	-0.017	-0.024	0.053
Si	10.904	13.601	19.117	-0.015	0.037	0.07
Si	13.616	10.839	19.518	0.012	0.023	0.016
Si	1.799	3.596	20.447	-0.281	0.271	-0.754
Si	4.058	1.576	19.75	-0.185	-0.162	-0.577
Si	1.381	9.102	20.289	-0.154	0.332	-0.812
Si	3.813	7.064	20.38	0.369	-0.28	-0.845
Si	1.317	15	20.038	-0.027	0.063	-0.497
Si	3.545	12.843	20.398	-0.037	-0.25	-0.731
Si	6.621	4.045	19.972	-0.034	0.137	-0.676
Si	9.531	1.141	20.213	-0.369	0.308	-0.632
Si	7.054	9.817	20.41	-0.281	-0.233	-0.674
Si	9.801	6.041	20.406	-0.028	0.295	-0.684
Si	6.963	14.742	20.308	-0.262	0.191	-0.719
Si	9.168	12.484	20.193	0.214	-0.02	-0.805
Si	11.968	3.7	20.327	0.235	-0.06	-0.494
Si	15.371	0.814	20.444	-0.098	0.209	-0.714
Si	12.267	9.052	20.496	0.005	0.222	-0.735
Si	14.493	6.805	20.63	0.179	-0.079	-0.781
Si	11.978	15.447	20.171	0.361	-0.551	-0.599
Si	15.165	12.419	20.881	-0.24	-0.192	-0.792
Si	14.421	13.937	23.518	-0.046	-0.021	-0.246
Si	2.442	3.536	23.309	-0.045	0.073	-0.315
Si	0.428	4.2	25.398	0.014	0.079	-0.115
Si	0.766	5.549	28.236	0.092	-0.104	0.091
Si	13.816	9.729	27.189	0.108	-0.049	0.155
Si	3.45	10.467	24.298	-0.179	0.01	-0.299
Si	0.836	14.827	24.497	-0.062	-0.029	-0.008
Si	3.19	0.481	23.8	0.005	0.053	-0.181
Si	8.032	2.527	22.213	0.024	0.015	0.162
Si	10.422	7.163	30.705	0.003	-0.035	0.103
Si	7.498	13.18	24.537	-0.066	0.166	-0.171
Si	5.776	0.514	22.055	0.211	0.105	0.086
Si	1.748	12.381	25.771	-0.044	0.033	-0.173
Si	12.975	1.145	22.148	-0.047	0.057	-0.355
Si	6.73	6.271	24.802	-0.064	-0.015	-0.188
Si	9.63	9.983	21.858	0.086	0.034	-0.384
Si	13.451	7.548	25.44	0.081	-0.071	0.01
Si	11.395	9.381	25.885	-0.048	-0.045	-0.124
Si	16.017	1.88	27.215	-0.021	0.129	0.123
Si	14.629	5.674	23.544	-0.049	0.057	-0.244
Si	4.894	5.244	22.429	-0.046	0.073	-0.276
Si	0.674	10.566	22.673	0.033	0.136	-0.151
Si	15.391	11.357	25.075	0.146	0.115	-0.175
Si	1.616	14.74	27.328	-0.205	-0.161	-0.093
Si	13.9	14.519	29.541	0.007	-0.109	0.134
Si	9.185	15.505	25.705	0.029	-0.021	-0.085
Si	9.11	5.373	23.244	-0.097	-0.322	-0.31
Si	9.194	10.705	24.721	-0.109	-0.02	-0.061
Si	5.587	11.823	22.538	0.096	0.002	-0.318
Si	5.84	13.186	27.049	-0.071	-0.036	-0.056
Si	10.666	4.059	26.995	-0.056	-0.065	0.007
Si	12.139	15.929	24.583	0.024	0.027	-0.4
Si	8.815	11.052	29.054	-0.059	0.053	0.091
Si	8.89	8.993	26.935	-0.056	-0.117	-0.039
Si	10.012	14.389	33.211	-0.005	0.072	0.264
Si	13.315	0.448	31.257	-0.071	-0.057	0.083
Si	-0.102	11.587	31.355	0.004	0.057	0.108
Si	11.949	5.103	24.658	0.044	0.067	-0.15
Si	5.009	0.978	28.87	-0.072	0.13	0.078
Si	1.009	13.854	33	0.001	-0.031	0.259
Si	4.097	3.66	28.871	-0.016	-0.01	0.078
Si	2.203	1.601	28.887	-0.008	0.002	-0.033
Si	13.542	0.335	27.27	-0.041	0.081	0.138
Si	7.772	4.663	27.123	0.116	-0.005	-0.002
Si	1.891	3.728	30.552	-0.007	0.023	0.246
Si	3.681	6.483	28.042	-0.026	-0.081	-0.005
Si	7.743	7.016	28.965	-0.016	-0.026	0.067
Si	7.647	0.132	29.867	0.089	0.071	0.066
Si	11.094	10.168	30.741	-0.077	-0.032	0.205
Si	8.705	1.838	27.398	0.04	-0.083	-0.135
Si	0.548	14.089	30.173	0.058	-0.175	0.122
Si	4.286	15.837	26.513	0.101	-0.119	-0.056
Si	14.83	1.453	33.465	-0.015	0.121	0.099
Si	8.02	1.817	32.368	-0.032	0.161	0.336
Si	14.795	6.916	33.046	-0.139	0.027	0.103
Si	3.221	7.742	32.65	-0.093	-0.106	0.165
Si	1.076	3.15	33.282	-0.073	-0.081	0.204
Si	14.87	6.859	30.017	-0.006	0.043	0.439
Si	6.865	4.33	33.155	0.028	-0.048	0.153
Si	10.572	0.879	32.556	-0.018	-0.159	0.254
Si	8.914	6.593	33.329	-0.076	-0.115	0.284
Si	5.054	8.203	30.183	0.083	0.038	0.218
Si	4.966	8.445	25.97	-0.002	0.132	-0.097
Si	8.486	14.062	28.348	0.037	0.027	-0.075
Si	5.719	10.491	28.344	-0.027	-0.012	-0.023
Si	13.833	2.544	29.09	-0.106	0.048	0.053
Si	12.396	5.325	29.351	0.11	0.013	0.03
Si	0.424	8.564	31.622	-0.017	-0.095	0.002
Si	11.368	11.898	33.179	0.083	0.153	0.233
Si	13.713	11.401	29.659	0.169	0.052	0.154
O	15.204	0.73	34.844	-0.461	0.421	0.198
O	2.329	2.181	33.622	0.259	-0.061	-0.69
O	16.088	2.285	32.906	-0.068	0.038	-0.71
O	15.28	5.702	33.978	-0.205	-0.404	-0.396
O	13.218	3.937	29.647	0.066	-0.126	0.185
O	0.861	4.053	34.607	0.326	-0.063	0.17
O	2.912	8.846	33.794	0.247	0.338	-0.382
O	0.806	9.725	34.896	0.063	0.033	-0.252
O	14.379	10.402	28.546	0.418	-0.367	0.243
O	14.652	11.32	30.99	-0.365	-0.236	0.246
O	2.357	13.382	33.767	0.272	0.223	-0.394
O	5.302	2.584	29.038	0.434	0.078	-0.105
O	6.353	15.097	34.753	-0.097	0.213	-0.562
O	4.213	0.77	34.747	0.116	-0.168	-0.478
O	5.353	4.855	33.242	-0.432	-0.337	-0.611
O	7.123	3.789	34.663	-0.298	0.637	0.204
O	3.499	6.436	33.638	-0.468	-0.046	-0.176
O	7.919	1.449	33.96	-0.166	-0.689	-0.094
O	7.858	5.523	32.738	0.072	0.015	-0.715
O	8.088	7.867	33.884	-0.04	0.327	-0.61
O	6.218	9.609	34.782	-0.017	-0.062	-0.463
O	4.087	11.719	34.776	-0.075	-0.055	-0.541
O	6.927	13.935	27.964	-0.373	0.496	0.198
O	8.534	13.977	33.775	-0.042	-0.13	-0.462
O	10.645	0.989	34.177	0.002	0.643	0.116
O	11.035	14.776	34.452	0.285	-0.381	0.297
O	13.612	2.457	33.807	-0.269	0.142	-0.713
O	11.854	3.997	34.838	0.217	-0.197	-0.474
O	4.03	7.265	29.391	-0.487	-0.21	0.127
O	9.834	5.844	34.416	-0.034	0.239	-0.36
O	14.909	11.587	34.912	0.202	0.095	-0.312
O	13.507	7.578	33.79	-0.339	-0.245	-0.601
O	10.361	11.409	34.359	-0.631	0.08	-0.018
O	11.89	9.301	34.926	-0.214	0.138	-0.437
O	13.427	6.599	29.28	-0.029	0.331	-0.382
O	12.782	12.467	33.774	0.249	0.295	-0.485
O	1.458	3.866	22.035	-0.331	0.34	0.473
O	15.007	6.046	22.002	0.371	-0.242	0.225
O	5.347	1.092	20.618	0.203	-0.136	-0.018
O	3.008	2.489	20.607	0.095	0.028	0.533
O	0.585	9.29	21.705	-0.595	-0.251	0.219
O	14.351	13.39	21.957	-0.675	0.367	0.048
O	4.113	6.551	21.898	-0.062	0.233	0.47
O	2.673	8.186	20.634	0.211	0.224	0.302
O	2.392	13.975	20.809	0.039	0.133	0.439
O	0.254	16.04	20.824	-0.107	-0.045	0.184
O	3.845	9.035	24.943	-0.083	-0.232	0.161
O	4.398	12.587	21.76	-0.146	0.11	0.543
O	7.624	3.014	20.728	0.186	0.047	-0.369
O	9.274	1.552	21.804	0.364	-0.083	0.448
O	4.328	0.192	22.688	-0.287	-0.207	-0.169
O	10.56	-0.105	20.292	-0.187	-0.253	-0.08
O	6.349	10.782	21.541	-0.239	-0.065	-0.005
O	8.46	9.177	21.034	0.215	-0.697	0.081
O	9.03	6.192	21.838	-0.238	0.272	0.304
O	7.888	7.92	27.604	-0.145	0.059	-0.337
O	6.567	15.454	21.74	0.265	-0.267	0.631
O	2.982	11.393	25.533	0.38	0.133	0.584
O	8.067	13.59	20.695	-0.152	-0.105	0.601
O	9.625	11.562	21.462	0.366	0.098	0.431
O	10.907	4.872	20.825	0.163	0.203	0.195
O	12.341	2.514	21.463	0.124	0.023	0.142
O	14.161	8.169	26.784	0.277	-0.215	0.482
O	14.587	1.248	21.832	0.222	0.197	0.649
O	11.157	9.453	21.657	0.113	0.074	0.586
O	9.169	9.829	23.377	-0.432	-0.544	0.219
O	15.679	4.717	24.3	0.009	-0.291	0.042
O	13.388	7.965	21.058	0.133	-0.001	0.701
O	13.059	14.697	23.993	-0.315	-0.324	-0.082
O	2.117	13.228	27.08	0.576	-0.439	0.409
O	0.134	11.809	21.734	0.42	0.025	0.044
O	15.74	14.884	23.713	0.184	0.613	-0.094
O	14.67	12.662	24.476	-0.303	-0.06	0.314
O	9.081	12.615	28.743	0.634	-0.076	0.087
O	3.901	4.109	22.96	0.148	-0.218	0.033
O	14.991	0.758	26.703	0.134	-0.144	-0.335
O	0.366	5.063	26.752	-0.275	0.076	-0.169
O	0.15	2.685	25.894	0.016	-0.438	-0.182
O	6.186	7.753	25.151	0.207	0.472	-0.303
O	15.819	6.269	28.871	-0.152	0.148	-0.487
O	12.205	9.801	27.218	-0.431	0.183	0.68
O	14.308	10.609	25.947	-0.307	0.034	-0.344
O	2.221	10.577	23.215	0.313	0.133	-0.348
O	1.507	13.333	24.46	0.121	-0.213	-0.548
O	0.6	15.109	26.099	-0.278	0.165	0.228
O	15.345	14.602	30.252	-0.047	0.489	0.247
O	6.607	12.603	25.758	-0.21	-0.411	-0.04
O	5.209	0.548	27.324	0.32	0.027	-0.146
O	5.729	4.721	21.151	0.139	0.287	0.233
O	5.828	5.633	23.645	-0.056	0.168	0.053
O	8.802	12.235	24.459	0.388	0.207	-0.24
O	8.242	6.284	24.251	0.308	0.413	0.273
O	6.603	12.906	23.201	-0.101	0.112	-0.225
O	4.235	7.253	26.762	-0.004	-0.252	-0.274
O	5.533	9.551	27.022	0.294	0.031	-0.231
O	4.844	10.976	23.68	0.263	-0.141	0.423
O	8.734	0.692	26.212	-0.211	0.289	-0.344
O	12.595	15.962	21.6	0.343	-0.385	0.504
O	10.536	15.579	24.766	-0.043	0.02	-0.101
O	12.48	0.957	23.689	-0.241	0.474	0.538
O	12.467	6.275	25.671	-0.343	-0.105	0.459
O	6.773	1.617	22.784	-0.152	-0.011	0.377
O	9.574	10.693	30.448	-0.258	0.263	0.239
O	11.537	4.92	28.048	0.069	0.342	-0.188
O	12.451	8.699	24.861	-0.189	0.303	-0.466
O	15.946	10.414	23.88	-0.467	-0.525	0.361
O	10.723	10.701	25.252	0.464	0.563	-0.167
O	9.353	14.646	27.093	0.622	-0.197	-0.062
O	0.299	14.939	33.972	0.216	0.086	-0.438
O	8.448	15.062	29.63	0.068	-0.239	0.403
O	12.933	1.631	28.069	-0.584	0.136	-0.421
O	13.783	15.334	28.165	0.037	-0.333	-0.488
O	2.599	1.963	23.62	-0.356	-0.026	0.259
O	1.856	4.246	24.638	0.284	0.312	0.294
O	14.548	7.084	24.355	0.627	0.579	-0.205
O	13.184	4.903	23.611	-0.021	-0.54	-0.094
O	15.929	8.07	32.942	0.233	0.297	0.534
O	0.555	12.453	30.128	0.282	-0.321	-0.478
O	1.13	14.787	28.855	-0.082	0.558	-0.123
O	12.958	15.336	30.589	-0.574	-0.341	0.161
O	2.915	2.843	28.076	-0.267	0.003	-0.799
O	3.478	4.039	30.338	0.495	0.191	0.41
O	7.62	3.041	27.156	-0.629	-0.173	-0.048
O	8.327	1.183	28.831	0.32	0.436	0.183
O	8.495	3.826	23.099	-0.095	-0.07	0.386
O	6.721	5.277	26.07	-0.322	-0.068	0.294
O	5.172	11.969	27.901	-0.343	0.124	0.06
O	4.977	9.724	29.584	-0.296	0.301	0.259
O	1.424	4.121	32.037	0.09	0.544	-0.19
O	4.842	14.323	26.48	-0.009	-0.274	-0.418
O	4.075	0.233	25.109	0.473	0.037	0.163
O	1.9	15.821	23.795	-0.073	0.171	-0.132
O	9.596	2.076	32.073	0.279	0.505	-0.186
O	9.321	4.928	26.687	0.038	0.536	-0.127
O	10.155	2.592	27.49	0.274	-0.438	0.413
O	12.559	-0.06	26.091	-0.278	0.037	0.382
O	10.63	5.381	23.773	0.258	0.214	0.037
O	9.501	10.033	28.013	0.624	0.094	0.158
O	10.212	8.321	26.268	0.136	-0.555	0.09
O	11.213	8.566	30.524	0.493	0.113	-0.401
O	9.981	15.703	32.264	-0.153	0.028	-0.512
O	11.945	1.097	31.783	0.106	0.462	-0.324
O	15.231	2.825	28.299	0.161	0.426	0.236
O	14.341	0.27	32.49	0.249	-0.686	-0.111
O	13.584	12.967	29.233	-0.139	-0.007	-0.35
O	1.315	14.524	31.545	0.466	0.575	-0.1
O	1.87	7.767	31.691	-0.004	-0.376	-0.57
O	12.201	10.902	29.836	-0.183	0.027	-0.555
O	0.954	1.159	27.96	-0.045	-0.561	-0.151
O	2.841	15.746	27.189	-0.237	0.434	-0.037
O	0.645	10.169	31.59	0.559	0.127	-0.076
O	15.729	8.223	30.374	-0.048	0.516	-0.553
O	4.394	5.016	28.072	0.462	0.027	-0.501
O	7.096	3.117	32.107	-0.154	0.156	-0.704
O	7.652	0.595	31.413	-0.336	-0.401	-0.171
O	1.612	2.149	30.301	-0.29	-0.591	0.51
O	4.526	8.112	31.735	0.29	0.06	0.076
O	14.568	6.306	31.546	-0.295	-0.571	-0.018
O	6.557	7.602	29.92	0.104	-0.208	0.044
O	7.488	5.469	28.524	-0.223	-0.378	0.317
O	3.471	0.672	29.328	-0.027	-0.377	0.51
O	0.085	12.538	32.676	-0.397	-0.157	0.369
O	2.079	6.443	27.996	-0.112	0.44	-0.186
O	7.229	10.726	28.917	-0.011	-0.066	0.373
O	9.902	7.144	32.215	0.433	0.221	-0.099
O	6.047	0.044	29.647	-0.351	-0.567	0.02
O	14.069	1.536	30.329	0.491	0.117	0.125
O	10.644	13.135	32.423	-0.158	0.023	-0.536
O	8.221	9.935	25.782	-0.688	0.041	-0.076
O	11.332	5.842	30.466	-0.184	-0.23	0.34
O	9.15	7.126	29.723	0.103	0.236	-0.212
O	11.563	3.876	25.648	0.37	-0.702	0.098
O	11.528	10.611	32.235	0.385	-0.324	0.132
O	1.085	4.48	29.393	-0.177	-0.017	-0.117
O	8.023	14.712	24.821	-0.21	0.42	-0.237
O	0.334	11.653	26.039	0.016	-0.064	0.442
Si	16.281	16.284	5.442	-0.004	0.021	0.018
Si	2.646	2.693	5.326	-0.018	0.003	-0.027
Si	-0.02	5.329	5.36	0.027	-0.029	0.016
Si	2.644	8.064	5.379	0.003	0.005	-0.003
Si	16.268	10.804	5.492	0.006	0.009	0.031
Si	2.678	13.568	5.463	-0.001	-0.007	0.003
Si	5.364	0.024	5.421	0.01	0.012	0.015
Si	8.066	2.768	5.392	-0.008	-0.002	-0.011
Si	5.344	5.42	5.384	0.001	-0.012	0.007
Si	8.062	8.129	5.329	-0.012	0.005	-0.036
Si	5.405	10.796	5.436	0.005	-0.006	0.007
Si	8.112	13.568	5.449	0.012	0.013	-0.007
Si	10.862	16.261	5.461	-0.011	-0.021	0.015
Si	13.591	2.633	5.342	-0.001	-0.009	-0.027
Si	10.768	5.389	5.353	-0.018	-0.004	-0.009
Si	13.519	8.078	5.431	0.013	0.028	-0.01
Si	10.793	10.852	5.436	0.021	0.017	-0.001
Si	13.543	13.557	5.394	-0.007	0.004	-0.031
Si	1.317	1.351	6.759	-0.019	-0.002	0.005
Si	4.006	4.029	6.732	0.015	-0.004	-0.017
Si	1.297	6.715	6.75	-0.009	-0.008	-0.011
Si	4.008	9.438	6.755	-0.002	0.001	-0.004
Si	1.326	12.18	6.809	0.017	-0.018	0.004
Si	4.014	14.968	6.792	-0.027	0.027	-0.012
Si	6.746	1.364	6.764	0.001	0.004	0.004
Si	9.438	4.073	6.773	-0.018	-0.016	0.002
Si	6.71	6.792	6.733	-0.011	-0.006	-0.004
Si	9.421	9.464	6.746	0.003	0.011	-0.011
Si	6.754	12.18	6.788	0.012	-0.005	-0.01
Si	9.48	14.912	6.806	0.002	0.006	0.008
Si	12.228	1.322	6.769	-0.006	-0.011	-0.01
Si	14.921	3.997	6.732	0.005	-0.015	0.002
Si	12.142	6.721	6.753	0.001	0.001	-0.002
Si	14.865	9.454	6.799	-0.007	0.006	0.01
Si	12.187	12.197	6.772	-0.005	-0.022	0
Si	14.897	14.913	6.771	0.016	0.02	-0.011
Si	16.266	2.675	8.132	0.01	-0.006	-0.002
Si	2.649	-0.013	8.15	0.025	0.012	0.009
Si	16.251	8.083	8.116	-0.009	-0.008	-0.008
Si	2.662	5.383	8.119	-0.002	-0.004	0.006
Si	16.255	13.544	8.136	0	-0.007	-0.004
Si	2.675	10.809	8.143	-0.014	0.001	0.001
Si	5.369	2.698	8.125	0.006	-0.014	-0.002
Si	8.104	-0.021	8.121	0.002	0.004	-0.013
Si	5.368	8.115	8.135	0	0.006	0
Si	8.079	5.442	8.117	0.018	0.009	-0.01
Si	5.38	13.569	8.119	-0.013	0.005	-0.015
Si	8.097	10.817	8.145	-0.017	0	0.011
Si	10.82	2.683	8.1	0.002	0.003	-0.006
Si	13.555	16.271	8.144	-0.008	-0.003	0.005
Si	10.803	8.113	8.11	0.016	0.007	-0.006
Si	13.535	5.364	8.091	-0.013	-0.028	-0.012
Si	10.831	13.539	8.151	-0.006	0.012	-0.006
Si	13.524	10.831	8.148	0.007	0.014	0.002
Si	1.296	4.043	9.488	-0.011	-0.009	-0.002
Si	4.019	1.339	9.501	0.003	0.006	0.008
Si	1.286	9.455	9.482	0.019	0.007	-0.001
Si	4.007	6.755	9.486	0.011	-0.008	-0.006
Si	1.292	14.913	9.491	-0.015	0.022	-0.007
Si	4.026	12.199	9.487	0.016	0.001	-0.006
Si	6.731	4.069	9.478	-0.011	0.002	0
Si	9.472	1.324	9.48	-0.002	-0.015	0.004
Si	6.727	9.473	9.502	-0.017	0.003	0.005
Si	9.449	6.775	9.495	-0.023	-0.004	0.005
Si	6.744	14.927	9.48	0.014	0.009	-0.013
Si	9.467	12.172	9.498	0.021	-0.015	0.002
Si	12.175	4.031	9.475	0.003	-0.017	0.006
Si	14.914	1.31	9.494	0.012	0.003	0.007
Si	12.165	9.461	9.492	0	0.022	0.005
Si	14.883	6.733	9.472	0.001	0.014	-0.001
Si	12.195	14.902	9.496	-0.01	0.004	0.004
Si	14.894	12.182	9.504	-0.011	-0.012	0

Results
total energy: -115451.115 eV
total energy less fixed offsets of O -438.35, Si -107.03 eV per atom: 15.225 eV
